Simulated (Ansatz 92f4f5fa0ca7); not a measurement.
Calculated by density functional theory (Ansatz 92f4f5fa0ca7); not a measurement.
Periodic cell of 223 atoms, Si133O90, from a study of silicon, its oxide and their interface. The atomic structure is a simulated model.
Doubt: the cutoff is far below the 930 eV that the study's wrapper takes by default for these files, so forces and energies are approximate.
This geometry differs little from another in the collection (a relaxation step or a small displacement).

Settings: functional PBE; potential files Ansatz PAW; basis plane waves; wave-function cutoff 580 eV; density cutoff ratio 5; exchange-correlation grid ratio 1; k mesh 1 x 1 x 1, Gamma-centred; self-consistency stop 5e-08 eV per atom in the density residual; occupations fixed; spin none; net charge 0.

Cell vectors (angstrom)
a, 10.938, 0, 0
b, 0, 10.938, 0
c, 0, 0, 32.3752

Atoms: element, x, y, z (angstrom)
Si, 10.6841, 0.2636, 24.9014
Si, 5.1887, 0.1834, 24.8593
Si, 3.0025, 2.5016, 24.9865
Si, 8.4243, 2.4918, 24.9329
Si, 10.5439, 5.6613, 24.9614
Si, 5.178, 5.6528, 24.8448
Si, 3.0852, 8.0833, 24.9267
Si, 8.3257, 7.9224, 24.8052
Si, 1.3491, 1.3675, 26.2324
Si, 6.8147, 1.3262, 26.1881
Si, 4.1078, 4.1031, 26.2796
Si, 9.4976, 4.088, 26.3297
Si, 1.3459, 6.8698, 26.0948
Si, 6.7988, 6.7851, 26.1799
Si, 4.1575, 9.5803, 26.337
Si, 9.5154, 9.5451, 26.1277
Si, 2.7115, -0.0037, 27.612
Si, 8.1848, -0.0322, 27.5644
Si, 0.0137, 2.7488, 27.614
Si, 5.505, 2.7356, 27.5953
Si, 2.6852, 5.491, 27.5624
Si, 8.1435, 5.4746, 27.6235
Si, -0.0012, 8.2253, 27.5331
Si, 5.521, 8.1853, 27.6162
Si, 4.1018, 1.3673, 28.9569
Si, 9.5708, 1.3673, 28.9569
Si, 1.3673, 4.1018, 28.9569
Si, 6.8362, 4.1018, 28.9569
Si, 4.1018, 6.8362, 28.9569
Si, 9.5708, 6.8362, 28.9569
Si, 1.3673, 9.5708, 28.9569
Si, 6.8362, 9.5708, 28.9569
Si, 0, 0, 30.3242
Si, 5.469, 0, 30.3242
Si, 2.7345, 2.7345, 30.3242
Si, 8.2035, 2.7345, 30.3242
Si, 0, 5.469, 30.3242
Si, 5.469, 5.469, 30.3242
Si, 2.7345, 8.2035, 30.3242
Si, 8.2035, 8.2035, 30.3242
Si, 1.3673, 1.3673, 31.6914
Si, 6.8362, 1.3673, 31.6914
Si, 4.1018, 4.1018, 31.6914
Si, 9.5708, 4.1018, 31.6914
Si, 1.3673, 6.8362, 31.6914
Si, 6.8362, 6.8362, 31.6914
Si, 4.1018, 9.5708, 31.6914
Si, 9.5708, 9.5708, 31.6914
Si, 2.7345, 0, 0.6835
Si, 8.2035, 0, 0.6835
Si, 0, 2.7345, 0.6835
Si, 5.469, 2.7345, 0.6835
Si, 2.7345, 5.469, 0.6835
Si, 8.2035, 5.469, 0.6835
Si, 0, 8.2035, 0.6835
Si, 5.469, 8.2035, 0.6835
Si, 4.1018, 1.3673, 2.0507
Si, 9.5708, 1.3673, 2.0507
Si, 1.3673, 4.1018, 2.0507
Si, 6.8362, 4.1018, 2.0507
Si, 4.1018, 6.8362, 2.0507
Si, 9.5708, 6.8362, 2.0507
Si, 1.3673, 9.5708, 2.0507
Si, 6.8362, 9.5708, 2.0507
Si, 0, 0, 3.418
Si, 5.469, 0, 3.418
Si, 2.7345, 2.7345, 3.418
Si, 8.2035, 2.7345, 3.418
Si, 0, 5.469, 3.418
Si, 5.469, 5.469, 3.418
Si, 2.7345, 8.2035, 3.418
Si, 8.2035, 8.2035, 3.418
Si, 1.3767, 1.3687, 4.8044
Si, 6.8637, 1.3477, 4.7954
Si, 4.1228, 4.08, 4.8021
Si, 9.5697, 4.104, 4.7517
Si, 1.3346, 6.8572, 4.7151
Si, 6.8529, 6.8266, 4.8118
Si, 4.1389, 9.5584, 4.7338
Si, 9.5592, 9.5812, 4.8279
Si, 2.8226, -0.0028, 6.0998
Si, 8.2018, 0.0007, 6.2548
Si, -0.0156, 2.7653, 6.1394
Si, 5.5381, 2.7304, 6.1908
Si, 2.6989, 5.5037, 6.0386
Si, 8.2433, 5.4518, 6.1688
Si, 0.005, 8.1806, 6.1462
Si, 5.4916, 8.2323, 6.1454
Si, 4.4348, 1.0786, 7.462
Si, 9.3451, 1.6722, 7.5098
Si, 1.1536, 4.3807, 7.3946
Si, 7.1087, 3.9098, 7.5475
Si, 3.824, 7.0926, 7.3306
Si, 9.8362, 6.5714, 7.501
Si, 1.6627, 9.3359, 7.34
Si, 6.6227, 9.7326, 7.5932
O, 9.4563, 6.7753, 24.3746
O, 4.0571, 1.3316, 24.4398
O, 4.1401, 6.8931, 24.418
O, 9.5758, 1.4065, 24.4254
O, 5.5045, -0.0584, 8.0348
O, 0.0446, 5.4696, 7.9809
O, 8.219, 2.7742, 8.0425
O, 2.7368, 8.2052, 7.9
O, 1.0365, 10.1119, 8.632
O, 9.127, 7.1394, 8.8814
O, 4.46, 6.3369, 8.6204
O, 10.1139, 1.1007, 8.8547
O, 1.9397, 3.7132, 8.6648
O, 6.5078, 4.6522, 8.906
O, 3.788, 1.7788, 8.7938
O, 7.1813, 8.9753, 8.973
O, 2.7609, 9.1787, 23.6959
O, 0.4587, 10.631, 23.5278
O, 5.6977, 4.8774, 23.4727
O, 5.7567, 10.4077, 23.4784
O, 7.5618, 8.4474, 23.4268
O, 7.74, 3.156, 23.5999
O, 2.4409, 3.3562, 23.6982
O, 0.0445, 4.6537, 23.725
Si, 1.3505, 8.3697, 13.8508
Si, 3.0894, 3.0149, 9.572
Si, 1.4951, 9.658, 22.7511
Si, 1.3842, 4.2684, 22.8827
Si, 4.7552, 2.3643, 16.1285
Si, 10.8798, 4.7284, 15.5329
Si, 5.142, 2.0563, 20.5245
Si, 8.5328, 8.4051, 9.7277
Si, 0.3551, 0.2226, 12.5447
Si, 5.1989, 5.3246, 9.6328
Si, 4.3038, 8.232, 20.5927
Si, 7.3664, 10.8347, 19.9092
Si, 5.8748, 3.9585, 18.3514
Si, 9.9207, 0.9943, 18.9272
Si, 9.7476, 7.5187, 15.4352
Si, 8.5617, 0.2806, 14.0371
Si, 2.3603, 0.5336, 17.1093
Si, 4.3755, 3.8814, 13.6386
Si, 1.5213, 7.0053, 21.6728
Si, 6.471, 9.2753, 22.5286
Si, 6.005, 9.4706, 13.7922
Si, 3.7149, 8.8287, 15.7624
Si, 8.2999, 4.5849, 20.1176
Si, 9.1261, 9.2359, 18.1222
Si, 6.6143, 3.812, 22.6286
Si, 0.2278, 3.1895, 20.1964
Si, 10.223, 6.8248, 19.5252
Si, 10.3569, 1.7263, 16.2316
Si, 5.9335, 1.3528, 13.5849
Si, 8.6556, 6.9325, 12.5335
Si, 5.8361, 6.4512, 12.5111
Si, 1.329, 5.2606, 18.0787
Si, 1.7236, 3.012, 12.2044
Si, 4.2259, 6.5671, 18.0613
Si, 0.4624, 5.698, 12.5996
Si, 10.7687, 10.705, 9.5288
Si, 2.9586, -0.0182, 20.1948
O, 7.5676, 1.49, 13.5465
O, 5.7788, 8.0546, 12.9547
O, 4.0128, 7.6383, 16.8494
O, 1.1551, 9.8945, 13.2429
O, 4.0919, 9.7482, 20.0299
O, 10.1593, 10.5119, 18.1357
O, 0.9788, 4.4155, 11.7049
O, 9.6651, 2.0333, 17.6886
O, 3.6844, 1.3517, 20.7205
O, 2.2769, 0.2179, 18.7226
O, 7.4148, 4.0973, 18.848
O, 9.7823, 8.3601, 19.334
O, 10.3281, 3.1923, 15.4975
O, 9.3886, 0.6902, 15.3963
O, 1.0598, 3.9927, 19.0564
O, 4.1855, 4.1221, 10.0647
O, 0.1308, 6.3687, 18.2121
O, 7.5667, 9.8978, 14.199
O, 8.6893, 0.8456, 19.9743
O, 2.8795, 10.0863, 16.4019
O, 2.8477, 3.5509, 13.236
O, 1.9268, 10.4269, 21.3742
O, 9.1034, 8.4124, 16.685
O, 5.2796, 5.3573, 17.7447
O, 5.7308, 2.5955, 21.9606
O, 2.4014, 2.3612, 10.8825
O, 9.6073, 9.6053, 9.7222
O, 8.8126, 6.0815, 19.7805
O, 0.2126, 1.5989, 19.8153
O, 0.9856, 3.3729, 21.6044
O, 1.22, 7.1783, 12.6935
O, 9.609, 3.6498, 20.321
O, 0.5292, 5.0798, 14.0843
O, 0.8909, 1.7567, 12.9157
O, 5.5683, 6.2535, 10.9144
O, 5.883, 2.814, 17.2016
O, 9.8988, 6.0035, 12.0566
O, 5.168, 9.2915, 15.1836
O, 6.1096, 0.9382, 19.792
O, 4.4049, 3.7036, 15.2589
O, 4.8607, 7.3139, 19.3729
O, 7.3822, 4.637, 21.4558
O, 7.2552, 9.9994, 21.2995
O, 0.3297, 6.4669, 20.7189
O, 1.229, 4.7702, 16.5372
O, 7.3675, 5.9677, 12.7958
O, 2.8394, 8.253, 14.5043
O, 0.5083, 0.1146, 10.9435
O, 9.7652, 5.9124, 15.845
O, 5.4907, 10.8177, 12.9529
O, 0.9342, 1.0774, 16.4628
O, 7.6361, 9.8003, 18.6224
O, 8.9698, 7.6406, 13.9852
O, 3.453, 1.728, 16.8678
O, 8.3017, 7.9733, 11.2974
O, 5.4206, 1.263, 15.1389
O, 9.7108, 10.9786, 12.9097
O, 4.9563, 3.3874, 19.5847
O, 4.8226, 5.4205, 13.2914
O, 2.7769, 5.9007, 18.4138
O, 5.3208, 2.7192, 12.9208
O, 5.3536, 8.2699, 21.8518
O, 0.3033, 8.1087, 15.0988
O, 2.8438, 7.6285, 20.9811
O, 0.7598, 8.2199, 22.466
O, 2.0631, 5.7137, 22.5086

Results
free energy: -135737.586 eV
free energy less fixed offsets of O -568.88, Si -635.61 eV per atom: -2.256 eV

Forces (eV/angstrom), in the order of the atoms: element, x, y, z
Si, -0.0087, -0.0078, -0.0221
Si, 0.0794, -0.0026, 0.1673
Si, -0.0028, -0.0082, -0.0195
Si, -0.036, 0.0293, 0.1356
Si, 0.0707, -0.0178, 0.129
Si, -0.0252, -0.0017, 0.024
Si, -0.0857, -0.0017, 0.1072
Si, 0.0075, 0.0214, -0.0237
Si, 0.0102, -0.0037, 0.0248
Si, -0.0405, -0.0094, -0.0642
Si, 0.013, 0.022, 0.0104
Si, -0.0156, 0.0001, -0.054
Si, 0.0167, -0.0043, -0.0573
Si, -0.0253, 0.0039, 0.0258
Si, 0.0114, 0.0123, -0.052
Si, -0.0176, 0.002, 0.0171
Si, -0.0168, -0.0074, 0.0151
Si, -0.0074, -0.001, 0.0144
Si, 0.0036, 0.0215, 0.0223
Si, 0.0253, -0.006, 0.0053
Si, -0.0296, 0.0066, -0.003
Si, 0.0147, -0.0247, 0.0246
Si, 0.0287, -0.0058, 0.0155
Si, 0.004, -0.0047, 0.0147
Si, 0.0149, 0.1036, -0.0638
Si, -0.0671, -0.1604, -0.1884
Si, 0.0348, 0.1889, 0.1639
Si, -0.1265, -0.0743, 0.4487
Si, -0.1098, -0.0368, -0.1617
Si, 0.0262, 0.1344, -0.2656
Si, -0.2062, -0.1017, 0.0366
Si, 0.2396, -0.0795, 0.2699
Si, -0.0332, -0.0602, -0.0098
Si, -0.0178, -0.0337, -0.0272
Si, 0.0622, 0.0596, -0.0118
Si, -0.0157, 0.0373, -0.0144
Si, 0.0221, -0.0415, -0.0259
Si, -0.0856, -0.1376, 0.0085
Si, -0.0113, -0.0167, -0.0359
Si, 0.0486, 0.1039, 0.0237
Si, -0.0062, 0.0164, -0.0446
Si, 0.0105, 0.0055, -0.0166
Si, -0.0076, 0.0279, -0.0077
Si, 0.0082, -0.0028, -0.0047
Si, -0.0018, 0.0122, -0.012
Si, -0.0021, -0.0152, -0.0468
Si, -0.0235, 0.0078, -0.0135
Si, 0.0119, -0.0096, -0.0069
Si, -0.0203, 0.018, 0.0159
Si, 0.033, -0.0595, 0.0095
Si, 0.0425, -0.0172, 0.0227
Si, -0.0351, 0.0321, 0.0129
Si, 0.0144, -0.0567, 0.0133
Si, -0.0295, 0.0094, 0.0189
Si, -0.011, 0.0289, 0.0178
Si, 0.025, -0.0063, 0.0217
Si, 0.0277, -0.0067, 0.0125
Si, -0.027, 0.0544, 0.0065
Si, -0.0087, 0.0587, 0.0154
Si, -0.0042, -0.0367, 0.0117
Si, -0.067, 0.0081, 0.0108
Si, 0.0455, -0.0388, -0.011
Si, 0.0564, -0.0132, 0.0013
Si, -0.0039, 0.0716, 0.0039
Si, -0.0155, -0.0193, 0.2561
Si, 0.2237, 0.1264, -0.2579
Si, 0.0466, -0.0242, 0.101
Si, 0.0097, -0.1302, -0.1372
Si, -0.175, -0.0487, -0.4708
Si, 0.0822, -0.0456, 0.1853
Si, 0.0479, 0.0945, -0.3679
Si, 0.0188, 0.0426, 0.2209
Si, -0.0027, 0.0031, 0.0043
Si, -0.0066, 0.0078, -0.0051
Si, 0.0073, -0.0082, 0.0068
Si, 0.0066, -0.0033, -0.0085
Si, 0.0086, -0.0222, 0.0019
Si, 0.001, -0.002, 0.0048
Si, -0.0019, 0.0146, -0.0085
Si, -0.0069, 0.0024, 0.0062
Si, -0.0071, 0.0151, -0.0044
Si, 0.0182, -0.0077, -0.0069
Si, 0.013, -0.0102, 0.002
Si, -0.0128, 0.0127, -0.008
Si, -0.0008, 0.0091, -0.0003
Si, -0.015, 0.0215, -0.0084
Si, -0.0127, 0.0118, -0.0108
Si, 0.0091, -0.0231, 0.0036
Si, -0.0135, 0.021, -0.0396
Si, 0.0172, -0.0226, -0.0299
Si, 0.0102, -0.0174, -0.0548
Si, -0.0221, -0.0031, -0.0234
Si, 0.0184, -0.0249, -0.1061
Si, -0.0127, 0.0143, 0.0005
Si, -0.0225, 0.0228, -0.0324
Si, 0.0256, -0.0129, -0.0116
O, -0.0216, 0.0304, -0.0414
O, -0.0145, 0.025, -0.0359
O, 0.0258, -0.0384, -0.0395
O, 0.0278, -0.024, -0.0362
O, 0.0092, -0.0078, 0.0285
O, -0.0067, 0.0108, 0.026
O, -0.006, 0.0078, 0.0292
O, -0.0093, 0.0048, 0.0447
O, -0.005, 0.0107, 0.019
O, -0.0089, 0.0085, 0.0043
O, 0.0188, -0.01, 0.0615
O, 0.0133, -0.0071, 0.0162
O, 0.0152, -0.0149, 0.0321
O, -0.0085, 0.0125, 0.0137
O, -0.0112, 0.0081, 0.0156
O, 0.0031, -0.0093, 0.0141
O, -0.0151, 0.0167, -0.0251
O, 0.0023, 0.0046, 0.0181
O, 0.0188, -0.0215, -0.013
O, 0.0182, -0.0335, -0.0656
O, -0.0119, 0.0059, 0.0023
O, -0.0221, 0.0173, -0.0499
O, -0.013, 0.0063, 0.0178
O, 0.0142, -0.0276, -0.0475
Si, -0.0013, 0.0042, 0.019
Si, 0.0147, 0.0124, 0.0114
Si, 0.0147, -0.0058, -0.0078
Si, 0.0063, 0.0168, -0.0132
Si, -0.0017, 0.0044, 0.0119
Si, 0.0041, 0.0052, 0.007
Si, 0.0005, 0.0017, -0.0004
Si, -0.0011, -0.0013, 0.0073
Si, 0.0013, 0.0031, -0.0057
Si, 0.0044, -0.0284, 0.0177
Si, 0.0044, -0.0008, 0.0075
Si, -0.01, -0.0107, -0.0005
Si, 0.0054, 0.0001, 0.0082
Si, -0.001, 0.0043, -0.0031
Si, -0.0046, 0.0025, 0.01
Si, 0.0061, -0.0086, 0.0131
Si, 0.0017, 0.0012, 0.0179
Si, -0.0048, 0.0082, 0.0115
Si, 0.0096, 0.0058, 0.0053
Si, -0.0188, 0.0057, 0.0013
Si, 0.0055, -0.0096, 0.0144
Si, 0.0018, -0.0039, 0.0148
Si, -0.002, 0.0203, -0.0049
Si, -0.0071, -0.003, 0.0033
Si, -0.0017, -0.0087, -0.0061
Si, 0.0178, 0.0087, -0.0022
Si, 0.0066, -0.0096, -0.0066
Si, -0.0002, -0.0032, 0.0046
Si, 0.0013, -0.0033, 0.0163
Si, -0.0114, 0.0225, -0.0047
Si, -0.003, 0.0016, -0.0022
Si, -0.005, 0.0075, 0.0225
Si, 0.0042, -0.0096, 0.0074
Si, -0.0062, 0.0044, 0.0079
Si, -0.0057, -0.0066, 0.0143
Si, -0.0195, -0.0029, 0.0167
Si, -0.0102, -0.0047, 0.0033
O, -0.0008, 0.0041, -0.0089
O, -0.0031, 0.009, -0.0014
O, -0.0025, -0.0012, -0.0013
O, 0.0041, -0.0108, -0.0015
O, -0.0008, 0.0049, 0.0058
O, -0.0014, -0.0009, -0.0019
O, -0.0031, 0.0076, -0.0083
O, -0.0003, -0.0002, -0.0013
O, 0.0014, -0.0049, 0.0051
O, -0.0021, 0.0036, -0.0101
O, -0.0121, 0.0053, 0.0023
O, 0.0011, -0.0068, -0.0009
O, 0.0024, 0.0045, -0.0062
O, 0.0052, 0.007, 0.0039
O, -0.0047, 0.0197, -0.0031
O, -0.0022, 0.0016, -0.018
O, 0.0039, -0.0268, 0.0142
O, 0.0005, 0.0042, -0.0056
O, 0.007, 0.0047, 0.0089
O, -0.0003, 0.001, -0.0061
O, 0.0063, 0.0028, -0.001
O, 0.009, 0.0139, -0.0128
O, 0.0009, 0.0024, 0.0004
O, -0.0073, -0.0011, 0.0019
O, -0.0048, -0.0033, 0.0046
O, -0.0136, -0.005, 0.0114
O, 0.0061, 0.0053, -0.0168
O, 0.015, -0.01, 0.0153
O, -0.0058, -0.0007, 0.008
O, -0.0152, -0.0086, -0.0061
O, 0.0027, 0.0053, -0.0086
O, -0.0044, 0.011, 0.0036
O, -0.0039, -0.0062, 0.0024
O, -0.0029, 0.0009, -0.0023
O, 0.0069, 0.0176, 0.0213
O, -0.0004, -0.0034, -0.0059
O, 0.0121, -0.0045, -0.0053
O, -0.0069, -0.0027, -0.0003
O, 0.003, -0.0014, 0.0063
O, 0.0012, -0.0025, 0.0028
O, -0.0042, -0.0093, -0.0085
O, 0.0166, 0.0032, -0.0107
O, 0.0172, 0.0168, -0.0103
O, -0.0272, 0.0013, -0.0179
O, -0.0022, 0.0031, 0.0018
O, -0.0029, -0.0122, 0.0009
O, 0.001, 0.0041, -0.0054
O, 0.0079, 0.006, 0.0173
O, 0.0017, -0.0014, -0.0039
O, -0.0029, 0.0034, -0.0134
O, -0.0005, 0.0007, -0.0024
O, 0.0081, -0.0001, -0.0004
O, 0.0087, 0.0011, 0.0059
O, -0.0015, -0.0015, -0.0028
O, -0.0008, -0.0157, 0.0185
O, -0.0024, 0.0041, 0.0016
O, -0.0061, 0.0044, -0.005
O, 0.0047, 0.0096, -0.0031
O, -0.0011, -0.0052, -0.0017
O, -0.0135, -0.0029, -0.0075
O, 0.0012, -0.0004, -0.0089
O, -0.0074, -0.0023, -0.0018
O, -0.0002, 0.0007, -0.0058
O, 0.0007, 0.0003, 0.0147
O, 0.0025, -0.0094, 0.007
O, -0.0071, -0.0023, 0.009

The program warned: the cutoff lies below the one the program advises for these potential files; the exchange-correlation potential is rough where the density is thin.
